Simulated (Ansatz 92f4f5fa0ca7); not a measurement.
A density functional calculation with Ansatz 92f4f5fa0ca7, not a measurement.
Periodic cell of 226 atoms, Si132O92As2, from a study of silicon, its oxide and their interface. The atomic structure is a simulated model.

Settings
functional: PBE
potential files: Ansatz PAW
basis: plane waves
wave-function cutoff: 700 eV
density cutoff ratio: 5
exchange-correlation grid ratio: 1
k mesh: 2 x 2 x 1, shifted by 0.5 0.5 0.5 of a step
self-consistency stop: 5e-08 eV per atom in the density residual
occupations: fixed
spin: none
net charge: 0

Cell vectors (angstrom)
a, 10.938, 0, 0
b, 0, 10.938, 0
c, 0, 0, 31.9494

Atoms and the computed forces on them: element, x, y, z (angstrom), force x, y, z (eV/angstrom)
Si, 10.6549, -0.0058, 24.4746, 0.0245, 0.0258, -0.0294
Si, 5.1481, -0.009, 24.6852, -0.0347, -0.0134, -0.0108
Si, 2.9056, 2.1917, 24.4821, 0.0215, 0.0061, -0.0129
Si, 8.5472, 2.3644, 24.5725, 0.0373, 0.0108, -0.0221
Si, 10.7211, 5.3412, 24.218, -0.0151, -0.0179, -0.052
Si, 5.1876, 5.6023, 24.422, -0.0253, -0.023, -0.0429
Si, 2.9629, 7.8998, 24.3904, 0.0247, 0.0226, -0.0276
As, 8.6598, 7.6548, 24.0497, 0.0093, 0.0562, -0.0609
Si, 1.3478, 1.1084, 25.8457, -0.0397, 0.0034, -0.0164
Si, 6.8128, 1.2889, 25.7813, 0.0396, -0.04, 0.0085
Si, 3.9802, 4.0035, 25.6916, 0.0154, -0.0223, -0.0301
Si, 9.7159, 3.927, 25.8457, -0.006, 0.0232, 0.0024
Si, 1.2218, 6.7783, 25.5781, 0.0114, -0.0012, 0.0345
Si, 6.8886, 6.7415, 25.6509, 0.0229, 0.0432, 0.0442
Si, 4.0059, 9.3834, 25.9613, -0.0355, 0.0311, -0.0332
As, 9.3762, 9.5627, 25.9425, -0.0684, -0.1069, -0.0223
Si, 2.6811, -0.1647, 27.2889, 0.0028, 0.0135, 0.0052
Si, 8.1476, 0.0802, 27.3279, -0.0108, 0.0553, -0.006
Si, 0.1169, 2.6237, 27.2266, -0.0029, 0.0098, -0.0082
Si, 5.4405, 2.7259, 27.1004, -0.0084, -0.0041, 0.0045
Si, 2.631, 5.4356, 27.0479, 0.0091, -0.0187, 0.0085
Si, 8.2309, 5.3639, 27.0722, -0.0044, 0.0251, -0.0201
Si, -0.0058, 8.1673, 27.1394, 0.0633, -0.0409, -0.0218
Si, 5.5785, 8.1051, 27.1397, 0.0002, 0.0118, 0.0076
Si, 4.097, 1.3298, 28.5033, -0.0023, 0.0024, -0.0362
Si, 9.5863, 1.4004, 28.6091, -0.0225, -0.0183, -0.0034
Si, 1.4078, 4.0809, 28.5495, -0.0129, -0.0085, -0.027
Si, 6.8199, 4.0798, 28.4893, -0.0167, -0.0083, -0.0104
Si, 4.0964, 6.7744, 28.4431, -0.0101, -0.0292, -0.0012
Si, 9.551, 6.7745, 28.475, -0.0049, -0.0004, -0.0003
Si, 1.3082, 9.4775, 28.6189, -0.0107, -0.0173, -0.0073
Si, 6.8301, 9.5287, 28.5775, -0.0245, -0.0243, -0.0355
Si, -0.0132, -0.0158, 29.9337, -0.0051, 0.0101, -0.0092
Si, 5.4637, -0.0102, 29.9018, -0.0029, 0.0071, 0.0023
Si, 2.7662, 2.715, 29.9006, 0.012, -0.0012, 0.0005
Si, 8.1844, 2.7633, 29.912, 0.02, -0.0072, 0.0059
Si, 0.0031, 5.4523, 29.884, -0.0076, 0.013, -0.0072
Si, 5.4602, 5.4536, 29.8698, -0.0001, 0.0103, 0.0148
Si, 2.7664, 8.1486, 29.8929, 0.0056, -0.0144, 0.0019
Si, 8.2296, 8.1708, 29.8936, 0.0129, -0.0066, 0.0041
Si, 1.3673, 1.3673, 31.2657, 0.1575, 0.0326, 0.0007
Si, 6.8362, 1.3673, 31.2657, 0.0354, 0.0088, -0.015
Si, 4.1018, 4.1018, 31.2657, 0.1341, -0.0879, 0.0168
Si, 9.5708, 4.1018, 31.2657, -0.0753, 0.1079, 0.0751
Si, 1.3673, 6.8362, 31.2657, 0.0729, -0.1814, -0.0348
Si, 6.8362, 6.8362, 31.2657, -0.0234, -0.0979, -0.163
Si, 4.1018, 9.5708, 31.2657, -0.0612, -0.1049, -0.0231
Si, 9.5708, 9.5708, 31.2657, -0.1629, -0.2207, 0.1982
Si, 2.7345, 0, 0.6835, 0.0009, 0.0689, -0.0025
Si, 8.2035, 0, 0.6835, -0.0154, 0.0611, -0.1396
Si, 0, 2.7345, 0.6835, 0.0383, 0.0721, -0.014
Si, 5.469, 2.7345, 0.6835, -0.0343, 0.0818, 0.0678
Si, 2.7345, 5.469, 0.6835, -0.0745, -0.0013, -0.0942
Si, 8.2035, 5.469, 0.6835, 0.0439, 0.1307, -0.0334
Si, 0, 8.2035, 0.6835, 0.0031, 0.098, 0.0949
Si, 5.469, 8.2035, 0.6835, 0.0387, 0.1243, 0.0326
Si, 4.0967, 1.3774, 2.0606, 0.0058, -0.0075, 0
Si, 9.5931, 1.3506, 2.0422, 0.0009, -0.0099, -0.0014
Si, 1.3509, 4.1366, 2.0524, -0.01, 0.0117, -0.0001
Si, 6.8271, 4.1326, 2.0417, -0.0126, 0.0095, 0.0079
Si, 4.0876, 6.8479, 2.0416, 0.0011, -0.0098, -0.0001
Si, 9.5682, 6.8427, 2.0614, 0.0091, -0.0136, 0.0049
Si, 1.3579, 9.603, 2.0538, -0.0103, 0.0084, -0.0043
Si, 6.8257, 9.6123, 2.0454, -0.0054, 0.0074, 0.0023
Si, 0.0268, 0.0353, 3.4709, 0.006, 0.0021, 0.0001
Si, 5.4809, 0.0393, 3.4476, 0.0071, 0.0002, 0.0199
Si, 2.7128, 2.7691, 3.3959, -0.0017, -0.0024, 0.017
Si, 8.251, 2.7782, 3.3374, 0.005, 0.0077, 0.0108
Si, 0.0226, 5.5179, 3.4671, 0.0132, 0.0038, 0.0084
Si, 5.4714, 5.5244, 3.4199, 0.0033, 0.0061, 0.0176
Si, 2.732, 8.2409, 3.3923, 0.0013, -0.0026, 0.015
Si, 8.2416, 8.2905, 3.3822, 0.0073, 0.0074, 0.0143
Si, 1.3723, 1.4573, 4.8386, -0.0169, 0.0076, 0.001
Si, 6.9062, 1.4745, 4.7218, -0.001, -0.0073, 0.0154
Si, 4.0551, 4.1534, 4.746, 0.0014, 0.0054, 0.0093
Si, 9.5967, 4.0791, 4.7711, 0.0104, -0.0175, 0.0084
Si, 1.3603, 6.9742, 4.8338, -0.0152, 0.0044, -0.0026
Si, 6.8373, 6.9895, 4.7185, -0.0175, -0.0019, 0.0063
Si, 4.0893, 9.5742, 4.7805, 0.0005, 0.001, -0.0015
Si, 9.6154, 9.5822, 4.8375, 0.012, -0.0182, -0.0072
Si, 2.7491, 0.0332, 6.1266, 0.0069, -0.0128, 0.0218
Si, 8.2862, 0.1205, 6.0875, -0.0006, 0.0096, 0.0129
Si, 0.0088, 2.7967, 6.2981, -0.0069, -0.0065, -0.0246
Si, 5.5035, 2.8338, 6.0568, -0.0005, -0.003, -0.0028
Si, 2.745, 5.5883, 6.1234, 0.0082, -0.0035, 0.0216
Si, 8.2463, 5.5927, 5.9428, -0.0077, 0.0089, 0.0239
Si, 0.0377, 8.3033, 6.3622, 0.0029, -0.0068, -0.0173
Si, 5.4924, 8.2988, 6.2071, -0.0028, -0.001, -0.0056
Si, 4.4127, 1.18, 7.3144, -0.0067, -0.0128, 0.0182
Si, 9.8018, 1.1494, 7.6151, -0.0143, -0.0217, 0.0272
Si, 1.1692, 4.5033, 7.4924, 0.0133, 0.0225, 0.0288
Si, 6.6326, 4.5369, 7.23, 0.0132, 0.0176, 0.0159
Si, 4.3177, 6.6994, 7.5185, -0.0097, -0.0205, 0.0152
Si, 9.717, 6.6084, 7.4873, -0.0269, -0.0326, 0.0196
Si, 1.2694, 9.9395, 7.6871, 0.0151, 0.024, 0.0228
Si, 6.7075, 9.9632, 7.3976, 0.0054, 0.0176, 0.0265
O, 9.5804, 1.1707, 23.9994, -0.0034, -0.0048, -0.0334
O, 4.0926, 6.7628, 23.9298, 0.0003, 0.0048, -0.009
O, 4.1183, 1.1378, 24.0571, -0.0067, 0.003, -0.0343
O, 9.4042, 6.0073, 23.4718, 0.0331, -0.0032, 0.0337
O, -0.0346, 5.5457, 8.0033, -0.0025, 0, 0.0238
O, 5.5593, 0.1243, 7.8984, 0.0075, 0.001, 0.0308
O, 0.0639, 0.0891, 8.1355, -0.002, -0.0002, 0.0208
O, 5.5273, 5.6081, 7.863, 0.0017, 0.0056, 0.0298
O, 7.5896, 3.948, 8.4155, -0.0155, -0.0166, 0.0087
O, 8.7044, 7.0367, 8.7411, 0.0246, 0.0211, -0.0036
O, 2.1719, 9.4536, 9.0197, -0.0198, -0.0123, -0.0084
O, 8.8871, 1.6739, 8.9188, 0.0273, 0.0171, -0.0152
O, 7.5991, 9.4647, 8.6957, -0.0182, -0.0239, 0.0043
O, 3.5959, 1.8234, 8.582, 0.0184, 0.0193, 0.0078
O, 3.5747, 7.2173, 8.9199, 0.0154, 0.0195, -0.0039
O, 2.058, 4.014, 8.8032, -0.012, -0.0146, -0.0044
O, 8.0888, 3.35, 23.3387, -0.0258, -0.023, -0.0057
O, 0.7307, 4.7072, 23.0097, -0.0224, -0.0123, 0.0085
O, 2.0365, 2.4498, 23.1093, 0.0026, 0.0141, 0.0034
O, 5.8213, 4.844, 23.0992, 0.0139, 0.0098, 0.0053
O, 5.6264, 9.8346, 23.5523, 0.0284, 0.0254, -0.0045
O, 2.4546, 8.6694, 23.0098, -0.0163, -0.0176, 0.0106
O, 0.1682, 9.9744, 23.183, 0.0305, 0.0208, -0.0083
O, 7.6499, 8.2716, 22.6287, -0.0328, 0.0264, 0.0224
Si, 8.611, 7.6503, 18.4432, 0.0006, -0.0014, -0.0034
Si, 8.7715, 6.3457, 13.6287, -0.0063, 0.0008, 0.016
Si, 3.7848, 1.5207, 14.7175, -0.0052, -0.0021, 0.0024
Si, 2.1137, 5.6916, 17.6267, 0.0023, 0.004, -0.0063
Si, 2.4266, 3.0446, 19.4117, 0.0057, 0.0062, 0.0024
Si, 9.7923, 9.0159, 12.0643, 0.0025, -0.0032, -0.0051
Si, 1.2906, 9.3689, 22.1053, -0.0062, 0.0078, 0.0028
Si, 9.1583, 0.9531, 13.1783, 0.001, -0.0006, 0.0006
Si, 1.4053, 5.0406, 13.0197, 0.0008, -0.001, 0.0011
Si, 1.7735, 8.2362, 12.7837, 0.002, 0.0003, 0.0047
Si, 6.5732, 9.4495, 22.291, 0.0161, -0.012, 0.0049
Si, 4.5111, 4.582, 15.6983, -0.0008, 0.0036, 0.0001
Si, 8.1992, 3.0161, 9.5751, -0.0077, 0.0076, -0.0063
Si, 0.7991, 8.1662, 19.293, -0.006, -0.0021, 0.0014
Si, 6.9349, 1.2957, 21.0557, -0.0017, -0.0047, 0.0063
Si, 8.2038, 8.2995, 9.6596, -0.0006, -0.0012, -0.0069
Si, 10.8757, 5.19, 15.6029, -0.0009, 0.0031, 0.002
Si, 7.5715, 9.4666, 16.2924, 0.001, -0.0058, -0.0009
Si, 9.9312, 1.9954, 20.2851, -0.0031, -0.0013, 0.0011
Si, 3.2041, 8.4999, 9.8951, 0.008, -0.0034, 0.0013
Si, 6.6796, 3.3129, 17.3747, -0.001, -0.0023, -0.0012
Si, 1.1348, 0.1319, 19.7855, -0.006, -0.0045, 0.0065
Si, 3.224, 2.8058, 12.2885, -0.0031, -0.004, -0.0023
Si, 7.1673, 5.3354, 19.6794, 0.0028, -0.0007, 0.0038
Si, 5.7319, 8.6567, 11.5358, -0.0005, 0.0007, -0.0016
Si, 5.7696, 6.0655, 13.1996, -0.0019, 0.0018, 0.0029
Si, 4.6205, 9.629, 17.5504, -0.0082, -0.0022, 0.0091
Si, 1.1517, 3.3994, 22.1275, 0.0037, -0.0023, 0.0031
Si, 4.9215, 1.4105, 18.713, 0.0001, -0.0019, 0.0009
Si, 3.1867, 3.0828, 9.5086, 0.0059, -0.0037, -0.008
Si, 6.4457, 10.8037, 13.7766, -0.0012, -0.0004, -0.0016
Si, 10.3378, 0.103, 15.9495, 0.0051, 0.0082, -0.0006
Si, 5.6514, 3.6533, 11.1494, -0.0017, -0.0033, -0.0046
Si, 9.8278, 3.8901, 11.8948, 0.0027, 0.0004, -0.0103
Si, 2.3228, 9.9086, 15.5011, 0.003, -0.0019, -0.0032
Si, 5.988, 8.0628, 19.7426, -0.0116, 0.0058, 0.0139
Si, 6.9121, 3.8916, 22.3522, -0.0003, -0.0034, 0.0013
Si, 9.7482, 2.7584, 17.3586, 0.0004, -0.0004, 0.0019
O, 7.1813, 6.3669, 13.9724, -0.0097, -0.0025, -0.0217
O, 1.8346, 6.9692, 18.7149, -0.0114, 0.0053, 0.0041
O, 10.2871, 4.0271, 16.5353, 0.0098, -0.0018, -0.0005
O, 6.158, 9.9122, 17.0112, -0.0002, -0.0048, 0.0053
O, 10.1351, 0.6912, 14.4472, -0.0183, -0.0055, 0.008
O, 8.3814, 6.0657, 18.8366, -0.0273, 0.0163, 0.0097
O, 5.1604, 0.6623, 14.4192, -0.0043, -0.0057, -0.0074
O, 5.7287, 1.9928, 17.4289, 0.0016, 0.0091, 0.0262
O, 8.3597, 1.8979, 20.6014, 0.0018, -0.0046, -0.0004
O, 1.9604, 4.2157, 18.3543, -0.0028, 0.0001, 0.0135
O, 6.9545, 2.8009, 10.6324, -0.0031, 0.0196, -0.0001
O, 4.8601, 2.701, 12.2103, -0.0119, 0.0255, -0.0234
O, 6.0189, 4.37, 16.3203, -0.019, -0.0178, 0.0098
O, 4.554, 3.9179, 9.932, -0.013, -0.0295, 0.0227
O, 10.7549, 2.6637, 21.5313, 0.0154, 0.0004, -0.0143
O, 9.7087, 6.1461, 14.9646, 0.0035, -0.0171, -0.0183
O, 5.9604, 6.4293, 19.8763, 0.0298, 0.01, -0.0096
O, 4.0963, 0.0865, 18.2409, 0.0237, -0.0156, -0.0053
O, 9.2394, 10.5396, 12.2572, 0.008, 0.0074, 0.02
O, 2.8389, 4.3459, 12.7039, -0.0124, -0.0211, 0.0009
O, 1.8271, 10.6607, 21.2308, -0.0303, -0.0221, -0.011
O, 3.9998, 2.6444, 19.2643, -0.0022, -0.007, -0.0043
O, 0.7153, 10.0256, 15.9353, -0.0117, -0.0004, -0.0054
O, 1.2642, 9.7091, 18.8489, -0.0024, -0.0055, 0.0251
O, 1.7124, 1.5647, 19.2307, -0.0052, 0.0055, 0.0018
O, 8.9337, 10.3693, 16.4799, 0, 0.0002, -0.018
O, 4.8338, 8.4351, 18.6446, 0.0099, 0.0126, 0.0063
O, 9.5496, 8.7355, 10.4733, -0.0182, -0.0091, 0.0184
O, 6.6907, 4.0355, 18.8331, 0.0072, 0.0024, -0.0184
O, 2.8338, 1.6996, 13.3881, 0.0142, 0.0184, -0.0071
O, 5.6092, 8.853, 21.1131, 0.0255, -0.0053, -0.016
O, 2.5319, 2.4445, 10.8636, 0.0305, 0.0262, 0.011
O, 7.592, 4.7624, 21.146, -0.022, 0.0003, 0.0036
O, 5.1951, 7.4718, 12.5531, 0.0281, -0.005, -0.0015
O, 0.4134, 9.05, 12.4646, -0.0076, -0.0185, -0.0001
O, 7.5677, 1.0494, 13.5614, 0.0085, -0.0239, 0.0092
O, 7.1193, 9.6146, 14.717, 0.0082, 0.0229, -0.0106
O, 8.9647, 5.0176, 12.694, 0.0236, -0.0041, 0.0016
O, 8.0959, 8.0105, 16.9002, -0.0052, 0.0046, 0.0161
O, 6.1664, 2.512, 21.8494, 0.017, 0.0086, -0.0062
O, 2.4378, 9.0684, 14.0597, -0.0119, -0.0041, 0.0082
O, 0.4119, 4.4772, 11.8529, -0.0023, -0.0003, 0.0189
O, 0.7641, 8.26, 20.9696, 0.0171, 0.0222, -0.0098
O, 9.3737, 3.8346, 10.338, -0.0214, -0.0181, 0.0175
O, 9.6416, 2.3728, 12.5111, -0.0204, 0.0022, -0.0058
O, 7.545, 8.5045, 19.3741, -0.0083, -0.0283, -0.0072
O, 2.5311, 8.1359, 11.3375, -0.0094, 0.0042, -0.0144
O, 3.9619, 3.042, 15.3553, 0, 0.0056, -0.013
O, 0.8122, 4.4722, 14.4282, -0.0036, 0.0241, -0.0027
O, 10.0342, 2.9535, 18.9564, -0.005, -0.0152, -0.008
O, 9.1292, 7.7903, 12.9381, -0.0024, -0.0056, -0.0135
O, 10.4788, 0.4693, 20.0164, 0.0129, 0.019, 0.0061
O, 6.0182, 5.0372, 11.9325, -0.0117, -0.0021, 0.0106
O, 8.1524, 2.7361, 16.9967, -0.0003, 0.0097, 0.0198
O, 3.5217, 5.4458, 16.7338, -0.0006, -0.0082, -0.0135
O, 4.6487, 9.1221, 10.3808, 0.0125, -0.0156, 0.0056
O, 1.5121, 6.6621, 13.1703, 0.001, -0.0006, -0.0038
O, 4.7396, 5.4853, 14.3403, 0.0128, -0.0057, 0.0022
O, 2.1234, 3.7337, 20.8614, -0.0134, -0.0203, -0.002
O, 10.5422, 1.3963, 16.9258, -0.0116, 0.0056, -0.0039
O, 0.9436, 6.054, 16.5422, 0.0029, -0.0199, -0.012
O, 7.268, 10.8757, 21.8865, -0.0167, -0.0114, -0.014
O, 5.9785, 0.8817, 19.8224, -0.0004, 0.0166, -0.0005
O, 6.061, 10.0175, 12.3887, -0.0008, -0.0106, 0.009
O, 2.8314, 0.5293, 15.5828, 0.0082, 0.0002, 0.0012
O, 7.0299, 7.993, 10.7631, -0.0044, 0.0206, -0.0012
O, 10.1966, 7.9547, 18.7269, 0.0091, -0.0011, 0.0102
O, 3.4248, 9.1566, 16.5038, 0.0061, 0.0137, 0.0021

Results
free energy: -145964.885 eV
free energy less fixed offsets of As -4857.07, O -569.03, Si -635.61 eV per atom: 0.535 eV

The program warned: the cutoff lies below the one the program advises for these potential files; the exchange-correlation potential is rough where the density is thin.
